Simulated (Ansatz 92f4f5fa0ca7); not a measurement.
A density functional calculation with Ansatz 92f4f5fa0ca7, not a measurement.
Periodic cell of 225 atoms, Si132O91P2, from a study of silicon, its oxide and their interface. The atomic structure is a simulated model.
Doubt: the cutoff is far below the 930 eV that the study's wrapper takes by default for these files, so forces and energies are approximate.
This geometry differs little from another in the collection (a relaxation step or a small displacement).

Settings: functional PBE; potential files Ansatz PAW; basis plane waves; wave-function cutoff 580 eV; density cutoff ratio 5; exchange-correlation grid ratio 1; k mesh 1 x 1 x 1, Gamma-centred; self-consistency stop 5e-08 eV per atom in the density residual; occupations fixed; spin none; net charge 0.

Cell vectors (angstrom)
a 10.938 0 0
b 0 10.938 0
c 0 0 31.9494

Atoms and the computed forces on them: element, x, y, z (angstrom), force x, y, z (eV/angstrom)
Si 10.6582 -0.0098 24.428 -0.0016 -0.0014 -0.0017
Si 5.1058 0.1137 24.6728 0.0009 0.0015 -0.0005
Si 2.8582 2.2851 24.5504 0.0026 0.0015 -0.0018
Si 8.6016 2.4221 24.587 0 -0.0016 -0.0026
Si 10.7393 5.5757 24.343 0.0018 0.0022 -0.0008
Si 5.1893 5.603 24.4624 -0.0021 -0.0011 -0.003
Si 3.0226 7.9418 24.4286 -0.0001 -0.0014 -0.0032
Si 8.4502 7.8168 24.4356 0.0022 0.0015 0.0008
Si 1.3189 1.1252 25.8486 0.0026 0.0001 0.003
Si 6.8387 1.3182 25.7527 0.0001 -0.0005 0.001
Si 4.0144 4.0045 25.7474 0.0017 -0.0014 -0.0003
Si 9.7153 4.0174 25.8637 0.0014 0.0004 0.0015
Si 1.3636 6.7844 25.6804 -0.0007 -0.0007 0.0009
Si 6.8308 6.7128 25.7638 0.0011 0.0006 -0.0001
Si 4.0289 9.4612 25.969 -0.0026 0.0016 0.0048
Si 9.5091 9.4342 25.8113 -0.0014 0 0.0008
Si 2.6553 -0.1415 27.2974 0.0001 -0.0031 0.0021
Si 8.1585 -0.078 27.1548 -0.0002 -0.002 0.0005
Si 0.0991 2.6476 27.2177 0.0013 0.0004 0.003
Si 5.4727 2.7108 27.1252 0.0015 0.0003 -0.0017
Si 2.6866 5.4068 27.1206 -0.0022 -0.0019 -0.0007
Si 8.2115 5.3579 27.1457 -0.0007 -0.0022 0.0015
Si 0.0285 8.1408 27.1386 0.0036 0.0015 -0.0013
Si 5.533 8.1322 27.1903 0.0024 0.0022 0.0021
Si 4.097 1.3243 28.5067 -0.0014 -0.0033 0.0025
Si 9.5515 1.3236 28.5066 0.0024 0.0023 0.0027
Si 1.3997 4.0621 28.5733 -0.0057 0.0004 -0.0055
Si 6.822 4.0557 28.5359 0.0029 0.0016 0.0002
Si 4.0943 6.777 28.495 0.0023 0.0053 0.0054
Si 9.5687 6.7781 28.4905 -0.002 0.0006 0.0074
Si 1.3014 9.4764 28.6288 0.007 0.0048 -0.0177
Si 6.8383 9.5286 28.5725 -0.001 -0.0005 -0.0048
Si -0.026 -0.0062 29.9166 0.0022 0.0088 0.0027
Si 5.4703 -0.0107 29.9002 -0.0009 0.0024 0.0012
Si 2.7723 2.709 29.9089 0.0004 -0.0092 0.0028
Si 8.2066 2.7126 29.8916 0.0056 -0.0002 0.0001
Si 0.0037 5.4501 29.8944 0.0024 0.0028 0.0004
Si 5.469 5.4509 29.8926 0.0022 0.0018 -0.0002
Si 2.7555 8.1597 29.9091 0.0096 -0.0042 0.002
Si 8.234 8.1718 29.8946 0.0024 -0.0055 0.0006
Si 1.3673 1.3673 31.2657 0.0896 -0.0141 -0.0597
Si 6.8362 1.3673 31.2657 0.0792 -0.0442 -0.0083
Si 4.1018 4.1018 31.2657 0.119 -0.0973 0.0934
Si 9.5708 4.1018 31.2657 -0.0478 -0.1339 -0.0683
Si 1.3673 6.8362 31.2657 0.0516 -0.189 0.0502
Si 6.8362 6.8362 31.2657 0.0877 -0.0378 -0.1064
Si 4.1018 9.5708 31.2657 -0.0047 -0.1037 -0.0186
Si 9.5708 9.5708 31.2657 -0.132 -0.1667 0.1531
Si 2.7345 0 0.6835 -0.0733 0.113 0.0085
Si 8.2035 0 0.6835 -0.1435 0.0756 -0.1154
Si 0 2.7345 0.6835 0.0238 0.1636 0.0071
Si 5.469 2.7345 0.6835 -0.0471 0.1197 0.1177
Si 2.7345 5.469 0.6835 -0.0821 -0.0153 -0.063
Si 8.2035 5.469 0.6835 -0.0486 0.1009 -0.0337
Si 0 8.2035 0.6835 0.0036 0.1429 0.0857
Si 5.469 8.2035 0.6835 -0.0464 0.1264 -0.018
Si 4.0723 1.3993 2.0638 0.0007 -0.0026 -0.0028
Si 9.5766 1.3674 2.0338 0.0067 -0.0023 -0.0038
Si 1.3461 4.1439 2.0568 -0.0046 0.0018 -0.0002
Si 6.8175 4.1414 2.0465 -0.0045 -0.0007 -0.0072
Si 4.0905 6.8454 2.0412 0.0001 0.0051 -0.0029
Si 9.559 6.8544 2.0556 0.0047 -0.0028 -0.0025
Si 1.3547 9.6065 2.0532 -0.0075 -0.0003 -0.0003
Si 6.7893 9.633 2.0376 -0.0095 -0.006 -0.0016
Si 0.0089 0.0557 3.446 0.0018 -0.0045 -0.0015
Si 5.4309 0.0522 3.4536 0.0023 -0.0008 0.0007
Si 2.7075 2.7964 3.4243 0.0059 0.0021 0.0024
Si 8.2332 2.786 3.3425 -0.0038 -0.0016 0.0167
Si 0.0189 5.5379 3.4592 0.0006 -0.0028 -0.0036
Si 5.4611 5.5269 3.4382 0.0008 -0.005 -0.0019
Si 2.739 8.2443 3.3841 0.0007 -0.0015 0.0023
Si 8.1856 8.2899 3.3477 -0.0066 -0.0051 0.0042
Si 1.3487 1.4685 4.8329 0.0044 -0.0011 -0.0093
Si 6.839 1.5013 4.711 0.0023 0.0053 -0.0037
Si 4.0456 4.1859 4.7987 -0.0069 -0.0069 -0.0027
Si 9.5829 4.1135 4.7541 -0.0036 -0.0061 -0.0062
Si 1.3675 6.9889 4.8209 0.0002 0.0039 0.0017
Si 6.8151 7.0003 4.733 0.0038 0.0062 -0.0026
Si 4.0531 9.5783 4.8117 -0.0058 0.0024 0.0031
Si 9.5342 9.6164 4.7511 0.001 -0.004 -0.0109
Si 2.6199 -0.0198 6.1483 -0.0017 0.0115 -0.0008
Si 8.203 0.1315 6.0384 -0.0014 0.0034 0.0003
Si 0.0025 2.8517 6.2666 0.0031 0.0024 0.0021
Si 5.462 2.8224 6.1107 -0.0003 -0.007 -0.0071
Si 2.7531 5.6481 6.1881 0.0092 0.0064 0.0084
Si 8.2364 5.6096 5.9477 0.0077 0.0076 -0.0025
Si -0.0185 8.3774 6.2126 -0.0109 -0.0023 0.0081
Si 5.4828 8.3116 6.2413 -0.003 -0.007 0.0117
Si 4.336 1.1274 7.342 0.004 -0.0063 0.001
Si 9.7103 1.221 7.4785 -0.0211 0.0071 0.0228
Si 1.1858 4.5228 7.5156 -0.0063 0.0077 -0.0088
Si 6.6396 4.5469 7.2646 0.008 0.0025 0.0243
Si 4.3401 6.7466 7.627 -0.0067 0.0104 -0.0162
Si 9.7552 6.6591 7.4465 0.0009 0.0038 0.0029
P 1.0835 9.8825 7.6337 0.0105 -0.0107 -0.0157
Si 6.6999 9.9631 7.4407 -0.0021 0.0029 -0.0045
O 9.613 1.2266 23.995 0.0007 0.0011 -0.0009
O 4.1349 6.7904 23.9578 0.0017 -0.0006 0.0003
O 4.0435 1.2303 24.0416 -0.001 -0.0011 -0.0004
O 9.5676 6.689 23.9075 0.0007 -0.0019 -0.0014
O -0.0075 5.595 7.9852 0.0048 -0.0043 0.0061
O 5.5155 0.0983 7.9182 -0.0049 0.0018 0.0081
O -0.0751 0.1048 7.9627 -0.0007 0.0031 0.0041
O 5.5422 5.6264 7.8917 0.0016 -0.0125 0.0087
O 7.6398 4.0583 8.4683 0.0027 -0.0087 0.0047
O 8.7877 7.1006 8.7252 -0.0026 -0.0011 0.001
O 8.8524 1.7114 8.8311 0.0193 -0.0089 -0.0276
O 7.5963 9.4795 8.7509 -0.0012 0.0006 0.0025
O 3.5775 1.8109 8.6233 0.0004 -0.0059 -0.0023
O 3.7092 7.2563 9.1053 0.0136 -0.027 -0.0133
O 2.0636 4.0094 8.8335 0.0021 0 0.0026
O 8.1774 3.4817 23.3886 0.0022 -0.0013 -0.0001
O 0.4854 4.9234 22.9591 0.0007 0.0004 -0.0017
O 1.9469 2.7419 23.2617 0.001 -0.0017 0.0008
O 5.8644 4.8953 23.1293 -0.0006 0.0007 -0.0012
O 5.5541 9.9779 23.5108 -0.0006 0.0011 -0.0001
O 2.4891 8.6871 23.0481 0.0013 -0.0007 -0.0003
O 0.2266 10.0552 23.0954 0.0006 -0.0009 -0.0013
O 7.8207 8.557 23.0935 0.0017 -0.0007 -0.0018
Si 8.7445 7.6657 18.4751 0.0011 0.0008 0.0022
Si 8.951 6.323 13.6206 0.0028 -0.0016 0.0004
Si 3.9152 1.5076 14.7583 0.0009 -0.0004 0.0014
Si 2.2387 5.7203 17.652 0.0015 0.0003 0.0012
Si 2.4827 3.1153 19.5132 0.0009 0.0006 0.0034
Si 9.9995 8.9921 12.0366 -0.0004 -0.0028 -0.0007
Si 1.3786 9.4081 22.0986 0.0001 -0.0006 0.006
Si 9.3312 0.9309 13.2251 -0.001 -0.0009 0.0001
Si 1.5197 5.0067 13.0463 0.0003 -0.0041 0.001
Si 1.9689 8.1855 12.8296 0.003 0.0004 -0.0011
Si 6.6929 9.5423 22.4478 0.001 0.0002 0.005
Si 4.6384 4.5612 15.7538 0.0006 0.0001 0.0009
Si 8.2487 3.0476 9.5665 -0.0073 0.008 -0.0132
Si 0.9242 8.2174 19.2861 0.0018 -0.0007 0.0051
Si 7.0108 1.3314 21.1188 0.0005 0.0001 0.0055
Si 8.3231 8.3447 9.676 0.0013 -0.0048 -0.0107
Si 11.0014 5.1684 15.6239 0.0003 0.0009 0.0016
Si 7.6797 9.4858 16.3653 -0.0001 -0.0007 0.0001
Si 9.9914 2.0341 20.3213 0.0011 0.0007 0.0037
P 3.4138 8.6328 10.0434 -0.0213 0.0362 -0.0041
Si 6.7934 3.3069 17.4556 0.0014 0.001 0.0017
Si 1.229 0.1867 19.8207 0.0014 0.0007 0.0038
Si 3.318 2.7814 12.3244 0.002 -0.0025 0.0009
Si 7.2968 5.3672 19.7155 0.0009 -0.0001 0.0038
Si 5.9821 8.598 11.6653 0.0093 -0.0014 0.0017
Si 5.9411 6.0112 13.2616 0.0002 -0.0008 0.0027
Si 4.7301 9.6787 17.6464 0.0019 -0.0005 0.0016
Si 1.0657 3.5864 22.1901 0.0002 -0.0003 0.0052
Si 4.9679 1.4526 18.8315 0.0011 0.0002 0.0028
Si 3.2009 3.0838 9.5447 0.0056 0.0029 0.0011
Si 6.5991 10.8118 13.8335 0.0001 0.0006 0.0001
Si 10.4618 0.1055 16.0212 0.002 -0.0005 0.0019
Si 5.7115 3.6454 11.1544 0.0042 -0.0008 -0.0043
Si 9.9656 3.8491 11.8926 0.001 0.0014 -0.0039
Si 2.4453 9.89 15.5775 0.0005 -0.0001 0.0033
Si 6.157 8.0938 19.8236 0.0007 0.0012 0.0039
Si 6.9803 3.9625 22.3984 0 -0.0013 0.0052
Si 9.8505 2.7619 17.4007 0.0023 -0.0001 0.002
O 7.3705 6.3071 13.9993 0.0022 0.0007 -0.001
O 1.969 7.0309 18.7007 0.0001 0.0009 -0.0017
O 10.3753 4.0241 16.5576 -0.0008 -0.0015 -0.0008
O 6.267 9.9433 17.0878 0.001 -0.0001 -0.0013
O 10.2791 0.7073 14.5224 0.0015 -0.0008 0.0005
O 8.5255 6.0839 18.8859 0.0008 -0.0001 -0.002
O 5.3101 0.6815 14.4537 0.0024 -0.0001 -0.001
O 5.8086 2.0201 17.5633 0.0003 -0.0005 -0.0015
O 8.4056 1.9132 20.5633 0 -0.0002 -0.0032
O 2.0752 4.2708 18.4194 -0.0003 -0.0013 -0.0007
O 7.0144 2.8055 10.6243 0.0012 -0.0001 0.001
O 4.9492 2.6672 12.2121 0.0011 0.0001 0.0009
O 6.1369 4.3565 16.3957 0.0013 -0.001 -0.0004
O 4.5865 3.9078 9.9563 -0.0031 -0.0005 -0.0003
O 10.7389 2.7443 21.5868 0.0012 0.0007 -0.004
O 9.865 6.1443 14.9712 0.002 -0.0001 -0.0017
O 6.0841 6.4581 19.8605 0.0014 -0.0007 -0.0025
O 4.1611 0.1389 18.2992 0.0004 0.0007 -0.0019
O 9.4611 10.5022 12.3385 0.0002 0.0056 0.0018
O 2.9631 4.3227 12.761 0 0.0021 -0.0023
O 1.9657 10.6885 21.2338 0.0004 -0.0006 -0.0028
O 4.0613 2.6911 19.4099 0.0005 0.0003 -0.0018
O 0.8379 10.0265 16.0058 0.0004 0.0003 -0.0013
O 1.3491 9.7776 18.859 0.0012 0.0002 -0.0028
O 1.7807 1.6376 19.289 0.0011 -0.0009 -0.0019
O 9.0532 10.3752 16.5492 0.0016 -0.0002 -0.0017
O 4.9635 8.5488 18.8048 0.0022 -0.0003 -0.0021
O 9.6911 8.8076 10.4406 0.0083 0.0008 0.0024
O 6.8374 4.0458 18.9032 0.0035 0.0008 -0.0012
O 2.9533 1.6766 13.4355 0.0006 0.0008 -0.0005
O 5.8866 8.7569 21.2766 0.0002 0.0013 -0.003
O 2.5772 2.4473 10.9174 0.0008 0 -0.0011
O 7.6855 4.8406 21.2106 0.0001 -0.0002 -0.0018
O 5.4213 7.4592 12.6929 -0.0027 0.0001 -0.0016
O 0.6552 8.9837 12.317 0.0055 -0.0004 0.0012
O 7.7376 1.0328 13.596 0.0021 -0.0004 -0.0009
O 7.2398 9.6233 14.7914 0.0005 -0.0007 -0.0004
O 9.1183 4.9876 12.6923 0.0027 -0.001 -0.0004
O 8.1892 8.0167 16.9474 0.0006 -0.0008 -0.0002
O 6.2698 2.5632 21.9122 0.002 0.0014 -0.0038
O 2.5322 9.0257 14.1491 0.0003 -0.0002 -0.0027
O 0.5489 4.445 11.8566 0.0021 -0.0001 0.0012
O 0.8828 8.2935 20.9562 0.0004 0.0007 -0.0019
O 9.4762 3.7728 10.3458 0.0026 0.0014 0.0037
O 9.8042 2.3389 12.5299 0.0031 -0.0011 0.0003
O 7.707 8.5292 19.4296 0.0021 -0.0002 -0.0021
O 2.953 8.0212 11.5161 0.0023 -0.0167 0.0123
O 4.0855 3.0232 15.4108 0.0024 -0.0007 -0.0016
O 0.9201 4.4286 14.4499 0.0034 -0.0004 -0.0037
O 10.1299 2.9903 18.9944 0.0017 -0.0003 -0.0014
O 9.3483 7.757 12.9175 0.0032 0.0001 -0.0007
O 10.5752 0.5155 20.0891 0.0007 -0.0006 -0.0028
O 6.1084 5.0118 11.9593 -0.0018 0.0008 -0.0006
O 8.2503 2.7064 17.0525 0.0018 -0.0001 -0.0015
O 3.6458 5.4464 16.7665 -0.0004 0.0001 -0.0004
O 4.9343 8.9989 10.4633 0.0156 0.005 0.0014
O 1.6187 6.6277 13.2079 -0.0018 -0.0006 -0.0002
O 4.9019 5.4435 14.3934 0.0007 0.0007 -0.0014
O 2.0932 3.8316 20.9352 -0.0002 0 -0.0019
O 10.6601 1.3991 16.9994 0.0016 0.001 -0.001
O 1.0689 6.0366 16.5577 0.0027 0.0016 -0.0007
O 7.3914 10.9397 21.9755 0.0013 -0.0002 -0.003
O 5.9877 0.8743 19.9552 0.0017 -0.0001 -0.0021
O 6.2432 10.0071 12.4528 -0.0006 0.0012 0.002
O 2.9766 0.5025 15.6226 0.0011 0.0007 -0.0008
O 7.2735 7.962 10.8776 0.003 -0.0051 0.0008
O 10.3305 7.9771 18.714 0.0014 0 -0.0026
O 3.5467 9.1576 16.6022 0.0032 0 -0.0026

Results
free energy: -137176.515 eV
free energy less fixed offsets of O -568.88, P -755.39, Si -635.61 eV per atom: 2.865 eV

The program warned: the cutoff lies below the one the program advises for these potential files; the forces do not sum to zero within the program's tolerance; the exchange-correlation potential is rough where the density is thin.
